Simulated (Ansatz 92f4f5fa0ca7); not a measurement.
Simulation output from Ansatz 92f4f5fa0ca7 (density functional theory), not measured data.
Periodic cell of 254 atoms, Si144O106N4, from a study of silicon, its oxide and their interface. The atomic structure is a simulated model.

Settings
functional: r2SCAN
potential files: Ansatz norm-conserving
basis: plane waves
wave-function cutoff: 1300 eV
density cutoff ratio: 4
exchange-correlation grid ratio: 1
k mesh: 2 x 2 x 1, shifted by 0.5 0.5 0.5 of a step
self-consistency stop: 5e-08 eV per atom in the density residual
occupations: Fermi-Dirac, 0.05 eV
spin: none
net charge: 0

Cell vectors (angstrom)
a  10.888  0  0
b  0  10.888  0
c  0  0  35.5637

Atoms and the computed forces on them: element, x, y, z (angstrom), force x, y, z (eV/angstrom)
Si  -0.4563  0.2265  0.1101  0.0029  0.0205  0.0745
Si  2.6273  2.6246  0.2806  -0.0123  0.0138  -0.0113
Si  0.1661  4.3883  -0.353  0.0055  -0.0027  0.1247
Si  1.3756  6.7053  1.3895  0.0391  0.0028  0.0358
Si  4.8744  0.4474  -0.0225  -0.0228  -0.0229  0.1256
Si  8.1402  2.3168  0.2318  0.1024  -0.0042  0.1122
Si  5.1381  5.6372  -0.051  0.0702  0.0018  -0.0105
Si  9.3886  9.584  1.5217  0.0018  -0.0166  0.011
Si  1.2124  1.2411  1.4649  0.0169  0.006  0.0219
Si  4.0173  4.1437  1.4187  -0.038  -0.0464  0.0116
Si  2.8282  7.805  -0.023  0.0007  -0.0127  0.0735
Si  3.963  9.5165  1.1728  -0.0244  0.0094  -0.0034
Si  6.5634  1.2314  1.4784  0.0107  -0.0172  0.0092
Si  9.5084  3.8311  1.3504  0.0086  0.003  -0.0294
Si  6.9026  6.7926  1.1035  -0.045  0.0074  0.0263
Si  8.423  8.2754  -0.1383  -0.0217  -0.0417  0.0323
Si  -0.067  2.6223  2.8446  -0.0136  0.0088  0.0092
Si  2.6458  -0.1276  2.7087  0.0103  0.0095  -0.0128
Si  -0.0324  8.1331  2.6833  -0.0084  -0.0184  0.0048
Si  2.6545  5.4004  2.8383  -0.0336  -0.0281  -0.026
Si  5.3833  2.7661  2.7682  0.0078  0.005  0.0095
Si  7.9763  -0.0456  2.8634  0.014  0.0333  0.0124
Si  5.4712  8.1793  2.5179  0.0435  0.0104  0.0214
Si  8.1922  5.404  2.5618  -0.0081  0.0082  0.0206
Si  1.3062  4.0182  4.1602  -0.0199  -0.0004  -0.0136
Si  4.0075  1.3253  4.0507  0.0132  -0.0143  -0.0095
Si  1.3272  9.4471  4.105  -0.0206  -0.0036  0.0169
Si  4.1029  6.8433  4.0051  0.0019  -0.0041  -0.0256
Si  6.8323  4.1073  4.038  0.0029  -0.0075  0.004
Si  9.4228  1.3132  4.1617  0.0112  -0.004  0.0017
Si  6.6852  9.4299  4.1316  -0.0188  0.0021  0.0062
Si  9.4947  6.7578  4.0214  -0.0119  -0.0054  -0.0086
Si  -0.0325  -0.0435  5.4455  -0.0283  -0.0024  -0.0004
Si  2.6963  2.6728  5.4683  -0.0095  -0.0015  0.0001
Si  -0.0332  5.441  5.4563  0.0095  -0.0095  -0.0106
Si  2.7417  8.1471  5.4475  0.0209  0.0151  -0.0079
Si  5.379  -0.0121  5.4514  0.0073  0.0111  -0.0015
Si  8.1334  2.7496  5.479  -0.0062  -0.0126  0.0038
Si  5.4587  5.4707  5.3849  0.0168  -0.008  -0.0224
Si  8.138  8.1055  5.4188  0.0029  -0.0007  0.0094
Si  1.3315  1.3288  6.8143  0.0096  -0.0114  -0.0029
Si  4.1022  4.0838  6.7461  -0.003  -0.0056  -0.0016
Si  1.3722  6.7909  6.806  -0.0009  -0.017  0.0073
Si  4.0528  9.5307  6.8412  0.0031  0.0003  0.0022
Si  6.7747  1.3573  6.8052  0.0033  0.0114  0.0018
Si  9.5179  4.0911  6.8386  -0.0067  0.0114  -0.0029
Si  6.7942  6.7897  6.8087  0.0037  0.0155  -0.0077
Si  9.5026  9.4873  6.7813  -0.0021  -0.0057  -0.0008
Si  0.0185  2.7247  8.175  -0.009  0.0048  0.0081
Si  2.7052  0.0146  8.195  -0.0011  -0.0103  0.0068
Si  0.0136  8.1881  8.1538  -0.0115  0.0097  -0.0029
Si  2.7807  5.4445  8.1453  -0.0116  -0.005  0.0093
Si  5.436  2.7471  8.1565  0.0194  0.007  0.0003
Si  8.1748  -0.01  8.1452  0.0231  0.0065  0.0013
Si  5.4626  8.1776  8.1743  0.0101  0.0082  0.0096
Si  8.1708  5.4724  8.1794  -0.0026  -0.0137  0.0095
Si  1.4338  4.0848  9.5018  -0.0095  -0.0194  -0.001
Si  4.0868  1.3893  9.5301  -0.0211  0.0047  0.0035
Si  1.3646  9.541  9.5508  -0.0221  0.007  0.0036
Si  4.1223  6.8173  9.5497  0.0067  -0.0062  0.0019
Si  6.8104  4.112  9.5118  0.0133  0.0045  -0.0055
Si  9.5562  1.3388  9.5159  -0.0031  -0.0046  -0.0092
Si  6.8292  9.5408  9.5387  -0.0161  -0.0027  -0.007
Si  9.5372  6.8582  9.5198  0.0045  -0.0146  -0.0095
Si  0.0427  0.0254  10.9407  -0.0123  0.0102  -0.0059
Si  2.7732  2.7528  10.9317  0.0034  0.0013  0.0132
Si  0.0906  5.5138  10.7816  -0.0094  0.0154  0.0068
Si  2.7595  8.2054  10.8928  -0.0011  0.0006  0.022
Si  5.4618  0.0284  10.8728  0.0137  0.0024  0.0009
Si  8.1829  2.7296  10.8071  0.008  0.0017  -0.0107
Si  5.52  5.4871  10.9302  0.0118  -0.0164  -0.0026
Si  8.2031  8.2175  10.9344  0.0245  0.0137  0.0008
Si  1.4314  1.383  12.3151  0.0112  0.0019  -0.0106
Si  4.1698  4.1194  12.279  -0.0011  -0.0092  -0.0035
Si  1.3993  6.8451  12.2322  -0.0102  -0.0068  -0.0445
Si  4.1156  9.5769  12.2706  0.0051  0.0024  -0.0035
Si  6.8235  1.4141  12.1967  -0.0021  -0.0125  -0.0183
Si  9.62  4.1178  12.0273  -0.0091  -0.0047  -0.0197
Si  6.8816  6.8538  12.3329  -0.0017  0.0045  -0.0215
Si  9.567  9.575  12.3205  -0.0008  0.0102  -0.0083
Si  0.0408  2.865  13.4884  -0.024  0.0198  0.0087
Si  2.8178  0.0629  13.7316  -0.0047  0.004  -0.0283
Si  0.0838  8.2202  13.6547  -0.0155  -0.0006  -0.0013
Si  2.8204  5.5189  13.5778  -0.0191  -0.0107  0.0125
Si  5.5305  2.7619  13.6452  0.0101  -0.0038  -0.0252
Si  8.1954  0.1248  13.5951  -0.0104  -0.0066  -0.0038
Si  5.4759  8.2392  13.6815  0.0078  0.0154  -0.0265
Si  8.4066  5.4427  13.4803  0.0461  -0.0193  -0.0056
Si  1.2911  4.3266  14.8483  -0.0707  0.0743  -0.0385
Si  4.4222  1.2286  15.0768  0.0187  -0.0002  -0.1137
Si  1.653  9.3444  15.0133  0.0342  -0.0143  -0.0993
Si  3.8581  7.1032  14.9957  -0.0019  0.0468  -0.1171
Si  7.2028  3.9525  14.7859  0.0299  -0.0211  -0.0704
Si  9.3592  1.7776  14.8094  -0.0511  0.0169  -0.0972
Si  6.6208  9.8951  14.9171  -0.0042  0.0353  -0.0756
Si  9.9274  6.5566  14.9202  0.0426  -0.0236  -0.0746
Si  -4.2142  -6.4684  22.1727  0.0041  0.0079  -0.186
Si  -4.4145  0.8923  19.361  0.0171  0.0323  -0.1954
Si  2.0555  3.3766  26.6175  -0.0188  -0.0058  0.0772
Si  -23.6415  4.6198  32.7698  0.0086  0.0156  0.1887
Si  0.6484  -26.9746  17.2981  0.0344  -0.0129  -0.2377
Si  8.9491  -11.5449  18.8875  0.0655  -0.0635  -0.1966
Si  -10.5663  22.2077  17.0546  0.0458  0.0037  -0.2139
Si  -19.361  -23.6249  24.6203  -0.0277  -0.0244  -0.0526
Si  2.5993  2.5533  17.2389  0.0208  0.0335  -0.1871
Si  -2.9373  18.8862  17.0227  0.0047  -0.0105  -0.1435
Si  -12.8608  0.9725  24.3975  0.0085  -0.0045  -0.0635
Si  -1.4473  4.7505  19.0532  0.0492  0.0645  -0.1752
Si  6.8393  3.1563  24.7333  -0.0281  -0.0152  -0.0304
Si  -16.5939  1.4654  29.7418  0.0631  0.0081  0.1785
Si  30.4634  -15.1642  30.5282  0.0275  0.005  0.1192
Si  16.6836  -26.8603  17.0175  0.0067  0.0616  -0.2233
Si  -4.2375  10.0198  33.3649  -0.0022  0.0344  0.1904
Si  -6.1431  8.9173  22.8347  -0.0136  0.0042  -0.1189
Si  20.5406  26.9707  22.9677  0.0265  -0.0504  -0.1038
Si  4.0242  -11.2157  20.4954  0.0114  0.0438  -0.1764
Si  6.6178  -2.1972  30.7994  0.0265  0.0297  0.1503
Si  -3.1167  0.3551  31.0419  0.0028  -0.0216  0.1092
Si  -4.2765  16.5774  26.3599  0.0212  -0.0214  0.1243
Si  -1.8296  -8.1403  30.4664  -0.0378  -0.0306  0.1509
Si  6.3855  -6.626  33.969  -0.069  0.0997  0.1855
Si  0.6313  14.8191  29.0202  -0.0323  -0.0165  0.1682
Si  23.2852  9.0295  20.6286  -0.0862  -0.0025  -0.184
Si  -5.7721  8.3897  25.7792  0.0232  0.0552  0.0726
Si  11.5568  6.0061  27.0316  0.0022  0.0018  0.1316
Si  2.4965  -5.2512  30.7361  -0.0091  0.0289  0.1433
Si  -6.0491  -1.4338  28.5399  0.0454  0.0016  0.1688
Si  -2.7262  -21.7752  21.6723  0.0436  0.0159  -0.2266
Si  -10.456  7.7694  30.9976  -0.0433  0.0144  0.1629
Si  20.0087  6.7275  25.4408  0.0168  -0.0478  0.0428
Si  -11.5925  7.6503  18.8728  -0.0668  -0.046  -0.1753
Si  7.5468  9.2045  24.0792  0.0487  0.0351  -0.0678
Si  -15.2193  -6.9656  19.0403  -0.0017  0.0334  -0.2071
Si  0.2266  -2.1687  33.9395  -0.0092  0.0152  0.2141
Si  2.3932  18.7028  28.9084  -0.019  0.01  0.1647
Si  -5.6928  3.2362  27.143  0.0616  -0.0061  0.1178
Si  -8.3608  4.675  19.4398  -0.0551  -0.039  -0.2987
Si  -9.262  0.8573  21.7311  -0.0278  0.0101  -0.148
Si  4.7976  25.6458  31.3435  0.0336  -0.0509  0.1543
Si  -6.9085  5.963  21.9358  -0.0411  -0.0585  -0.1767
Si  -3.9066  4.5577  29.1521  0.0388  -0.0237  0.1496
Si  12.2671  17.7741  22.8121  -0.0226  -0.0368  -0.1483
Si  -10.7599  -7.4648  21.0881  0.0113  0.0457  -0.1686
Si  12.0499  0.9439  24.7826  -0.0095  0.0205  -0.0732
O  -10.788  -0.6041  34.3781  0.0307  -0.0509  -0.1043
N  -2.0278  8.5986  18.3497  -0.0104  0.0509  0.0957
O  3.7385  1.5902  35.141  -0.0001  0.0404  -0.0096
O  -9.3734  1.3974  17.5551  -0.018  -0.0312  0.0974
O  -41.8562  7.0597  27.6765  -0.0243  -0.0378  -0.0807
O  -1.816  12.0233  30.5347  0.0069  0.0384  -0.0524
O  -16.2498  9.3571  27.0531  -0.0128  -0.0289  -0.1043
O  2.742  8.205  15.4941  0.0146  0.0019  0.0444
O  -9.4819  -3.0233  24.1156  0.0103  0.0645  0.063
O  5.8993  20.0906  32.1694  0.0155  -0.0386  -0.1204
O  7.1527  3.016  34.6925  -0.0322  0.0121  -0.1175
O  9.2879  1.3001  35.1531  -0.0628  0.0333  -0.0627
O  1.8899  4.4422  29.8626  -0.0096  -0.0185  -0.0841
O  12.3379  15.7297  26.1693  0.0189  -0.0134  -0.0536
N  -4.6827  4.586  27.6084  -0.0343  0.0245  -0.0874
O  -9.8827  10.2683  21.5299  0.0125  0.0245  0.0648
O  -34.4394  -11.4431  20.4951  -0.0454  0.0599  0.1709
O  16.3362  13.0924  28.3419  -0.0187  0.0376  -0.105
O  -5.283  -2.4321  29.5741  -0.0611  0.0094  -0.0936
N  -10.5212  5.5976  15.592  0.0105  -0.0792  0.0967
O  -11.5359  12.0781  16.0254  0.024  -0.0363  0.1075
N  -15.941  8.8743  24.2453  0.0122  0.0006  0.0111
O  5.5344  10.8858  34.126  0.032  -0.0234  -0.0913
O  9.6959  -7.2615  20.1732  0.0215  -0.0649  0.1165
O  9.3987  -5.487  24.5418  -0.0197  0.0276  0.0517
O  -2.928  -7.6092  29.4014  -0.0317  0.0358  -0.0774
O  -6.3776  18.3809  22.0943  -0.0022  0.0498  0.0499
O  -5.8485  -11.8378  21.6098  0.0082  -0.0397  0.0838
O  6.337  -8.5239  18.7105  0.0144  -0.026  0.0936
O  -0.1447  -4.527  22.588  0.0019  0.0043  0.0401
O  10.8207  -5.7075  28.2396  -0.0036  0.0383  -0.0711
O  -2.6438  2.8327  15.4058  -0.0161  0.0079  0.0471
O  1.2295  35.5701  27.9327  0.0331  -0.0102  -0.0892
O  -3.8699  -10.0124  20.9019  0.0315  -0.0301  0.137
O  0.9672  10.0129  16.3386  -0.0533  0.0392  0.1183
O  5.5146  17.7405  26.1254  0.0005  0.0094  -0.0188
O  0.2865  -2.2786  19.6808  0.1007  0.041  0.1335
O  4.6817  -10.8835  29.2728  -0.0202  -0.0476  -0.0765
O  5.853  15.4445  30.3208  0.0342  0.0208  -0.0859
O  4.274  -8.4194  30.6649  -0.0217  -0.0248  -0.0584
O  3.8755  1.8907  16.4767  -0.046  0.0205  0.112
O  1.9426  3.5972  16.1738  0.0464  -0.0485  0.1329
O  -11.2506  -3.9516  26.2078  -0.0148  0.019  -0.0475
O  -5.8882  -10.6804  19.3206  -0.0457  -0.0275  0.098
O  8.7523  -7.6599  31.9904  -0.0151  -0.0506  -0.086
O  7.5716  -10.7933  18.4699  -0.0305  0.0273  0.0974
O  8.8906  7.0808  16.0717  -0.0719  0.047  0.146
O  1.2958  15.2527  20.464  -0.0437  -0.0159  0.112
O  5.528  0.0898  15.4957  -0.0056  -0.0157  0.0504
O  -18.1591  -5.4658  20.412  0.0595  0.0482  0.1518
O  10.2809  0.039  18.2949  -0.071  0.0017  0.1243
O  2.9833  14.1919  18.6384  0.0081  0.0359  0.1368
O  -18.1472  3.5901  26.9561  -0.0175  -0.0102  -0.0299
O  -7.9675  -12.2976  19.9355  0.0199  -0.0055  0.0732
O  -4.3537  -6.849  20.6264  -0.014  0.0239  0.1741
O  0.6508  1.9163  21.0098  0.0147  -0.0351  0.0704
O  6.5467  4.856  15.9552  -0.0493  0.0219  0.1105
O  14.1999  -23.1683  23.3524  -0.0196  -0.0048  0.0388
O  4.4446  -4.5078  16.3391  0.0488  -0.0454  0.1219
O  -15.0603  7.0534  17.4705  -0.0164  0.0001  0.0718
O  20.2809  5.6642  31.6188  -0.0188  0.0171  -0.077
O  33.9347  6.4303  31.4609  0.0252  -0.0112  -0.0509
O  12.2542  8.5433  29.9317  0.068  -0.0137  -0.1057
O  1.6606  -11.4377  25.2204  0.0005  -0.009  0.0249
O  7.4705  -3.4818  31.2247  0.0075  -0.0078  -0.0319
O  -2.8035  -0.3555  24.8745  -0.0021  -0.0133  0.0118
O  -2.854  -4.4786  26.5906  0.0135  0.005  -0.0486
O  -20.1251  1.2231  23.2808  -0.0039  0.0079  0.1049
O  18.863  5.8331  29.31  -0.0294  -0.0206  -0.0718
O  2.0187  5.6049  18.1906  0.0733  -0.0271  0.1556
O  1.7233  8.2199  34.3793  -0.0414  0.0092  -0.088
O  27.3018  -7.2769  32.7615  -0.0172  -0.03  -0.1467
O  -5.4295  15.7504  18.2934  0.0074  -0.0519  0.1327
O  -25.2728  9.2564  16.1935  0.0274  -0.0264  0.1121
O  -8.2718  -5.0857  22.8558  0.0098  0.0116  0.0429
O  -11.2866  3.8446  22.5754  -0.0271  0.0375  0.0619
O  -0.3551  4.551  17.8887  -0.0032  -0.0075  0.0788
O  -13.2599  7.9633  24.5531  -0.0046  0.0229  0.0048
O  -4.2599  3.1021  23.1278  -0.0073  -0.0228  0.0568
O  -2.6872  2.3081  24.9855  0.0081  -0.0038  0.0249
O  3.1264  -20.8848  21.1059  -0.0026  -0.012  0.0592
O  -3.4876  19.9297  34.4054  -0.0272  0.0461  -0.0631
O  -5.6127  5.1749  22.5054  0.0116  0.0016  0.0593
O  18.5539  20.7126  30.2898  -0.0022  -0.0207  -0.0512
O  25.373  -5.971  31.6723  -0.0195  0.0053  -0.0641
O  14.2307  8.9428  28.3291  0.0067  0.0068  -0.0548
O  1.7776  -3.1648  21.5009  0.0149  -0.0366  0.0775
O  -19.924  -19.6216  25.5955  0.0037  -0.012  -0.0074
O  -1.0641  18.7965  34.5894  0.0381  0.0055  -0.1026
O  -0.3762  14.1045  30.0162  0.0662  0.0351  -0.0761
O  -9.3846  3.4548  34.9237  0.0039  0.0066  -0.0099
O  -3.1414  10.981  32.6454  0.005  -0.0112  -0.0861
O  11.0377  -3.6974  17.5912  -0.0344  0.0477  0.0925
O  3.2263  6.7108  29.7675  -0.0018  0.0164  -0.0734
O  -4.4007  1.2552  30.6579  -0.0327  0.0231  -0.0677
O  18.8576  -6.4008  18.4783  -0.0233  -0.0395  0.087
O  3.5043  8.4098  25.6319  -0.0153  0.0013  -0.0177
O  0.6543  16.7278  35.7382  0.0208  -0.0067  -0.0202
O  -0.9427  -3.3445  30.1455  0.0049  0.001  -0.0505
O  0.1195  19.501  32.3347  -0.0114  -0.0315  -0.1496
O  -1.2462  6.2844  19.6028  -0.0145  -0.0034  0.0803
O  -2.7512  -16.5898  22.3187  0.0031  0.0031  0.0473
O  -3.2383  5.1606  33.4501  0.0489  -0.0201  -0.0987
O  -5.1898  -8.3094  25.7346  0.0084  -0.0085  -0.0452
O  -1.9829  0.9501  22.7612  -0.0029  0.0055  0.0725
O  -0.4492  22.7467  24.9236  0.0062  -0.0075  0.0156
O  6.8005  4.7564  25.0403  0.0039  0.035  -0.0262
O  -0.644  4.5064  33.8093  -0.0012  0.0089  -0.1276
O  7.6906  -1.3299  22.4954  -0.0254  -0.0482  0.0814
O  4.0043  17.6504  34.9756  -0.0043  -0.036  -0.0264

Results
free energy: -67329.248 eV
free energy less fixed offsets of N -289.75, O -463.61, Si -117.95 eV per atom: -42.788 eV
pressure: -0.38 GPa
stress xx, yy, zz, yz, xz, xy (GPa, positive in tension): 1.28, -0.07, -0.05, 0.89, 1.04, -0.83
